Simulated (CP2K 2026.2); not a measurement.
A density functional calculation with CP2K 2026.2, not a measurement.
Periodic cell of 504 atoms, Si360O144, from a study of silicon, its oxide and their interface. The atomic structure is a simulated model.
Doubt: the forces sum to 2.04 eV/angstrom along one axis rather than to zero, so they err by at least 0.0041 eV/angstrom per atom on average; the grid cutoff is modest.

Settings: functional PBE; method Gaussian and plane waves; basis set DZVP-MOLOPT-SR-GTH; pseudopotentials GTH-PBE; grid cutoff 300 Ry, relative cutoff 40 Ry; k points Gamma only; occupations fixed; spin none; net charge 0.

Cell vectors (angstrom)
a	16.32	0	0
b	0	16.32	0
c	7.0414	-1.0133	33.5208

Atoms and the computed forces on them: element, x, y, z (angstrom), force x, y, z (eV/angstrom)
Si	1.581	-1.55	0.101	-0.153	0.125	0.761
Si	4.455	1.228	0.127	-0.295	-0.012	0.712
Si	1.273	4.316	0.252	0.042	-0.278	0.739
Si	4.203	6.456	0.078	-0.004	0.246	0.66
Si	1.035	-6.564	0.071	0.204	-0.059	0.746
Si	3.841	-3.721	-0.038	0.177	-0.225	0.783
Si	6.644	-0.995	0.122	0.02	-0.226	0.721
Si	9.791	1.059	0.072	-0.095	0.212	0.752
Si	6.426	4.23	0.006	0.222	-0.018	0.698
Si	9.192	6.894	0.016	0.238	-0.017	0.704
Si	7.075	9.192	-0.004	-0.167	0.101	0.778
Si	-6.542	-4.324	-0.017	-0.159	0.082	0.732
Si	-4.377	-1.224	0.104	0.277	-0.037	0.724
Si	-1.614	1.739	0.164	-0.039	-0.124	0.727
Si	-3.826	3.932	0.001	-0.188	0.085	0.731
Si	-1.077	6.385	0.123	-0.119	0.33	0.712
Si	-4.273	-6.522	-0.09	0.057	-0.223	0.662
Si	-1.124	-4.315	0.087	-0.097	0.152	0.773
Si	2.765	0.06	1.318	0.016	-0.023	-0.046
Si	5.486	2.734	1.546	-0.01	0.001	-0.068
Si	2.757	5.449	1.596	0.013	-0.011	-0.027
Si	5.427	8.094	1.276	0.012	-0.003	-0.056
Si	2.727	-5.4	1.244	-0.013	0.025	-0.067
Si	5.457	-2.659	1.31	-0.027	0.014	-0.066
Si	8.193	0.065	1.481	-0.001	0.01	-0.054
Si	-5.412	2.728	1.286	0.012	0.002	-0.06
Si	8.033	5.383	1.337	-0.014	-0.016	-0.052
Si	-5.441	8.131	1.178	-0.01	-0.001	-0.06
Si	8.194	-5.499	1.277	-0.001	0	-0.058
Si	-5.49	-2.772	1.425	-0.012	-0.022	-0.048
Si	-2.755	0.02	1.314	-0.006	-0.022	-0.04
Si	-0.004	2.781	1.487	-0.015	-0.009	-0.05
Si	-2.694	5.382	1.459	0.001	-0.013	-0.086
Si	-0.074	8.149	1.361	0.025	-0.01	-0.035
Si	-2.743	-5.449	1.353	0.017	-0.001	-0.046
Si	0.025	-2.733	1.396	0.009	-0.012	-0.065
Si	1.374	1.35	2.725	0.013	-0.007	0.01
Si	4.078	4.039	2.885	-0.007	-0.013	0.021
Si	1.347	6.881	2.785	-0.024	0.012	0.022
Si	4.082	9.526	2.602	-0.019	-0.01	0.01
Si	1.399	-4.095	2.728	0.009	0.006	0.036
Si	4.106	-1.316	2.72	0.001	0.003	0.033
Si	6.887	1.423	2.859	-0.01	-0.005	0.036
Si	9.503	4.069	2.643	0.006	-0.007	-0.004
Si	6.739	6.763	2.734	-0.002	0.01	0.019
Si	9.554	-6.851	2.658	-0.009	-0.013	0.015
Si	6.813	-4.097	2.614	0.01	0.01	-0.007
Si	-6.838	-1.403	2.778	0.01	0.018	0.019
Si	-4.094	1.366	2.724	0.002	0.013	0.023
Si	-1.345	4.096	2.872	-0.003	-0.002	0.042
Si	-4.101	6.829	2.649	0	0.006	0.006
Si	-1.43	-6.838	2.734	0.01	0.007	0.025
Si	-4.059	-4.077	2.741	0.009	-0.006	0.022
Si	-1.371	-1.339	2.676	-0.003	-0.005	0.009
Si	0.001	-0.014	4.064	0.005	0	0
Si	2.689	2.679	4.158	0	0.01	0.011
Si	0.013	5.493	4.156	-0.012	0.005	-0.005
Si	2.742	8.23	4.077	0.006	0.005	-0.002
Si	-0.007	-5.458	4.052	0.007	0	-0.011
Si	2.746	-2.706	4.075	-0.001	0.009	-0.021
Si	5.463	0.016	4.11	-0.018	0.002	-0.005
Si	8.235	2.777	4.156	-0.003	0.002	0.017
Si	5.438	5.442	4.165	0.012	0.001	-0.008
Si	8.16	-8.182	4.037	0	0.004	-0.027
Si	5.446	-5.446	3.99	-0.005	-0.002	0
Si	8.117	-2.767	4.08	-0.013	0.001	0.013
Si	-5.446	-0.009	4.087	0	0.017	-0.025
Si	-2.735	2.695	4.13	0.019	-0.029	-0.006
Si	-5.46	5.449	4.007	0.012	-0.006	-0.01
Si	-2.771	8.144	4.093	0.007	-0.006	0.01
Si	-5.44	-5.468	4.054	-0.007	-0.012	-0.019
Si	-2.705	-2.699	4.072	-0.007	0.001	0.005
Si	1.366	-1.36	16.328	-0.005	0.008	-0.003
Si	4.071	1.372	16.331	0.007	0.007	-0.011
Si	1.363	4.076	16.334	-0.005	-0.008	-0.012
Si	4.068	6.813	16.281	-0.005	-0.004	-0.018
Si	1.332	-6.801	16.322	0.002	-0.005	-0.01
Si	4.072	-4.064	16.333	0.014	-0.007	0
Si	6.79	-1.369	16.295	-0.003	0.005	-0.006
Si	-6.797	1.357	16.331	0.003	0.008	-0.002
Si	6.812	4.061	16.299	-0.014	0.004	-0.014
Si	-6.796	6.796	16.302	0.002	-0.004	-0.006
Si	6.798	-6.782	16.292	0	-0.003	-0.016
Si	-6.792	-4.065	16.297	0.001	0.008	-0.006
Si	-4.068	-1.365	16.339	0	-0.005	-0.007
Si	-1.354	1.358	16.318	0.002	0.003	-0.011
Si	-4.073	4.077	16.305	0.001	0.009	-0.005
Si	-1.374	6.81	16.358	0.002	-0.004	-0.005
Si	-4.069	9.493	16.322	-0.006	0.002	-0.014
Si	-1.362	-4.079	16.333	0.008	-0.002	-0.01
Si	2.726	-0.003	17.697	-0.005	0.011	-0.005
Si	5.436	2.741	17.675	0.016	-0.005	0.002
Si	2.709	5.485	17.659	0.023	0.003	-0.007
Si	5.453	8.149	17.622	-0.004	0.008	0.01
Si	2.702	-5.447	17.66	0	0.011	0.009
Si	5.438	-2.696	17.695	-0.01	0.003	-0.009
Si	8.136	-0.018	17.652	-0.004	-0.002	0.019
Si	-5.394	2.702	17.677	0.008	-0.017	-0.008
Si	8.189	5.405	17.647	-0.015	0.01	-0.004
Si	-5.452	8.151	17.677	0.02	-0.008	0.017
Si	8.132	-5.386	17.638	-0.004	-0.006	-0.006
Si	-5.425	-2.741	17.684	-0.003	0.001	0.014
Si	-2.711	0.014	17.693	0.014	-0.004	-0.008
Si	0.026	2.68	17.687	0.002	-0.001	0
Si	-2.761	5.445	17.694	0.007	0.012	0.014
Si	-0.03	-8.126	17.729	-0.02	0.015	-0.008
Si	-2.684	-5.494	17.679	0.01	-0.006	-0.012
Si	-0.016	-2.694	17.687	-0.005	-0.011	0.006
Si	1.394	1.339	19.091	-0.023	0.002	-0.009
Si	4.112	4.182	19.002	0.019	0.009	-0.028
Si	1.356	6.837	19.04	0.012	-0.006	-0.024
Si	4.115	-6.8	18.974	-0.001	0.013	-0.042
Si	1.298	-4.115	19.011	0	-0.015	-0.023
Si	4.072	-1.357	19.075	0.027	0.005	-0.001
Si	6.751	1.317	19.014	-0.019	-0.023	-0.033
Si	-6.749	4.059	19.008	-0.003	0.025	-0.005
Si	6.816	6.773	18.961	0.004	-0.024	-0.037
Si	-6.833	9.57	18.954	0.003	-0.006	-0.021
Si	6.812	-4.032	19.052	0.011	-0.006	-0.01
Si	9.512	-1.364	19.008	-0.016	0.007	-0.041
Si	-4.074	1.334	19.086	-0.007	0.003	-0.013
Si	-1.372	4.043	18.98	-0.027	0.01	-0.044
Si	-4.14	6.786	19.095	-0.013	-0.023	-0.037
Si	-1.394	-6.812	19.164	-0.007	-0.009	0.019
Si	-4.034	-4.141	18.999	-0.019	0.017	-0.016
Si	-1.326	-1.287	19.071	0.026	0.005	-0.006
Si	0.057	0.001	20.547	-0.003	-0.007	0.05
Si	2.772	2.814	20.325	-0.006	-0.004	0.046
Si	-0.047	5.453	20.305	-0.011	0	0.078
Si	2.756	8.191	20.361	-0.005	0	0.049
Si	-0.031	-5.409	20.504	0.018	0.011	0.078
Si	2.695	-2.779	20.33	0.006	0.003	0.063
Si	5.385	0.004	20.487	0.014	0.025	0.055
Si	8.226	2.646	20.264	-0.009	-0.044	0.035
Si	5.488	5.497	20.415	-0.012	0.011	0.067
Si	8.138	8.182	20.26	0.001	0.009	0.054
Si	5.461	-5.427	20.351	-0.014	-0.02	0.044
Si	8.167	-2.679	20.429	0.012	0.008	0.054
Si	-5.465	-0.035	20.413	-0.017	-0.006	0.078
Si	-2.688	2.692	20.412	0.006	0.01	0.067
Si	-5.503	5.394	20.486	0.016	0.032	0.042
Si	-2.811	-8.173	20.516	-0.03	-0.015	0.08
Si	-5.461	-5.451	20.338	0.007	0.009	0.061
Si	-2.698	-2.724	20.313	-0.001	-0.007	0.046
Si	1.234	-1.674	21.766	0.061	0.261	-0.686
Si	4.353	1.771	21.694	-0.244	-0.381	-0.647
Si	1.172	3.953	21.592	0.188	0.184	-0.714
Si	4.359	7.146	21.707	-0.13	-0.282	-0.671
Si	1.674	-6.538	21.679	-0.17	-0.032	-0.719
Si	3.862	-4.312	21.639	0.17	0.07	-0.755
Si	7.027	-1.093	21.763	-0.159	-0.194	-0.789
Si	-7.06	1.111	21.715	0.203	0.095	-0.77
Si	6.751	3.847	21.552	0.104	0.352	-0.695
Si	-6.747	7.025	21.674	-0.089	-0.275	-0.744
Si	6.637	-6.991	21.631	0.136	0.222	-0.706
Si	9.785	-3.859	21.67	-0.24	-0.089	-0.76
Si	-4.301	-1.671	21.623	0.021	0.165	-0.742
Si	-1.053	1.688	21.797	-0.246	-0.374	-0.713
Si	-3.883	4.206	21.736	-0.199	-0.131	-0.745
Si	-1.671	6.439	21.668	0.001	0.188	-0.747
Si	-4.521	-7.064	21.756	0.276	0.088	-0.723
Si	-1.169	-3.732	21.762	-0.044	-0.242	-0.69
Si	-1.492	3.457	-4.036	-0.023	0.073	0
Si	1.528	4.32	24.586	0.058	-0.074	-0.087
Si	0.615	-6.902	24.476	-0.062	-0.014	-0.053
Si	3.055	3.009	-2.02	0.071	0.07	0.076
Si	7.68	5.667	23.788	0.034	0.015	-0.183
Si	4.039	4.89	-6.988	0.088	-0.06	-0.112
Si	4.754	4.681	-4.169	-0.09	-0.03	0.098
Si	-3.747	-7.958	-2.755	0.107	0.013	0.1
Si	-5.368	5.747	-2.132	0.067	-0.124	0.113
Si	4.054	2.809	24.423	-0.058	0.011	-0.056
Si	3.845	-1.62	-4.332	0.059	0.062	0.023
Si	-2.728	-2.32	-7.068	0.048	0.03	-0.05
Si	5.691	0.556	-4.306	0.039	0.089	0.014
Si	-3.631	0.41	-6.488	-0.086	0.06	-0.064
Si	5.737	-3.019	23.829	0.021	-0.008	-0.206
Si	-3.658	-6.792	24.645	-0.055	0	-0.058
Si	-0.824	-6.076	-5.046	0.046	-0.001	-0.039
Si	0.789	7.785	-4.198	0.009	0.004	-0.003
Si	-6.8	1.792	-2.907	-0.03	-0.028	0.124
Si	5.341	7.625	-4.761	-0.058	-0.065	-0.114
Si	0.855	1.772	-3.605	-0.073	0.021	0.034
Si	1.867	6.971	-6.963	-0.007	0.123	-0.048
Si	-6.906	-2.094	-7.118	0.018	-0.041	-0.005
Si	-1.498	-3.271	-4.458	-0.059	0.051	-0.032
Si	5.286	-3.974	-2.858	-0.118	0.189	0.135
Si	2.771	-8.082	-2.006	-0.057	-0.087	0.118
Si	-5.214	4.897	-5.139	-0.033	0.14	0.027
Si	-1.623	-4.673	24.597	0.005	0.012	-0.059
Si	-4.229	7.155	-7.023	0.024	-0.082	-0.063
Si	-5.194	2.311	23.921	0.011	0.011	-0.187
Si	-1.551	6.398	-2.928	0.012	-0.068	0.076
Si	3.568	-6.877	-6.693	0.045	-0.023	0.017
Si	-1.029	0.734	24.722	0.008	0.141	-0.168
Si	6.925	3.134	-2.937	-0.004	-0.027	0.109
Si	1.578	-0.966	24.64	0.02	-0.063	0.01
Si	-3.818	-6.63	-5.415	0.044	-0.012	0.008
Si	4.737	5.81	24.238	-0.033	-0.01	0.029
Si	8.007	-5.237	23.829	-0.036	-0.001	-0.124
Si	-3.61	-0.413	24.378	-0.081	0.07	-0.149
Si	-1.39	7.349	24.5	-0.031	0.064	-0.008
Si	-7.561	4.209	-7.178	0.174	0.055	-0.079
Si	5.467	-6.746	-2.602	0.051	-0.051	0.108
Si	-0.341	-0.152	-1.883	0.007	-0.026	0.1
Si	6.658	6.3	-7.063	-0.073	0.075	-0.066
Si	1.062	-1.999	-5.122	0.057	-0.041	-0.085
Si	-7.781	-0.781	-4.403	-0.11	-0.014	0.073
Si	-2.535	-2.396	-1.96	-0.054	-0.086	0.158
Si	1.231	0.813	-6.428	-0.074	-0.099	-0.019
Si	-4.861	-4.345	-7.033	-0.061	0.029	0.027
Si	-1.26	2.327	-6.899	0.031	0.086	-0.028
Si	-4.14	2.285	-4.243	-0.016	-0.031	0.071
Si	1.414	-4.793	-6.665	0	0.096	0.057
Si	4.13	0.029	-6.724	0.003	0.038	0.183
Si	8.061	-2.671	-2.108	0.001	0.067	0.178
Si	1.361	-1.369	5.433	0.006	0.005	0.001
Si	4.087	1.344	5.484	0.001	-0.009	0.013
Si	1.354	4.089	5.484	-0.008	0	0.012
Si	4.068	6.836	5.457	-0.025	-0.014	0.005
Si	1.359	9.546	5.443	-0.01	0.003	0.011
Si	4.105	-4.088	5.403	0.007	-0.002	0
Si	6.794	-1.381	5.45	0.008	0.003	0.015
Si	9.549	1.357	5.474	0.007	-0.001	0.015
Si	6.829	4.103	5.496	0.003	-0.004	0.014
Si	-6.805	6.79	5.413	-0.002	0.002	-0.002
Si	6.801	-6.799	5.385	-0.008	-0.001	-0.004
Si	9.512	-4.109	5.417	0.01	-0.001	0.004
Si	-4.073	-1.359	5.44	0.002	-0.001	0.004
Si	-1.352	1.339	5.454	0.001	-0.003	0.005
Si	-4.108	4.094	5.423	-0.011	0.008	-0.004
Si	-1.389	6.821	5.473	0.013	0.014	0.016
Si	-4.101	-6.802	5.449	-0.004	-0.003	0.014
Si	-1.35	-4.078	5.418	0.008	0.002	0
Si	2.713	-0.016	6.816	0.001	-0.001	0.001
Si	5.451	2.722	6.821	0.003	0.006	-0.001
Si	2.723	5.457	6.818	-0.003	0.008	0.004
Si	5.449	-8.135	6.792	0.003	0.006	-0.006
Si	2.729	-5.419	6.789	-0.003	0.002	0
Si	5.437	-2.737	6.803	-0.007	-0.002	-0.001
Si	8.163	-0.01	6.8	-0.002	0	0.004
Si	-5.427	2.73	6.822	-0.001	-0.012	-0.004
Si	-8.14	5.463	6.833	-0.005	-0.012	-0.002
Si	10.863	-8.171	6.795	0.002	0.004	0.002
Si	8.15	-5.455	6.781	0.001	0.001	-0.002
Si	-5.446	-2.733	6.776	-0.005	0.006	-0.001
Si	-2.714	-0.013	6.814	0.004	-0.003	-0.003
Si	-0.012	2.718	6.819	0.003	0.002	-0.004
Si	-2.743	5.438	6.806	0.007	0.001	-0.006
Si	-0.002	8.18	6.804	-0.009	-0.005	0.006
Si	-2.721	-5.434	6.783	-0.001	-0.006	-0.001
Si	0.003	-2.727	6.796	0.006	-0.004	-0.002
Si	1.358	1.359	8.169	0.003	0	-0.006
Si	4.088	4.092	8.169	0.006	0.002	-0.008
Si	1.35	6.81	8.166	-0.008	-0.01	-0.002
Si	4.081	-6.786	8.155	0.004	0	-0.008
Si	1.367	-4.074	8.16	0.004	0.006	0.006
Si	4.076	-1.376	8.165	-0.009	-0.009	0.003
Si	6.806	1.351	8.168	-0.012	-0.008	-0.008
Si	-6.794	4.082	8.18	0.002	0.01	-0.004
Si	6.8	6.822	8.167	0.013	0.003	-0.001
Si	9.508	-6.807	8.154	-0.008	-0.01	-0.002
Si	6.804	-4.091	8.155	-0.002	0.001	-0.005
Si	-6.794	-1.371	8.153	0	0.004	-0.004
Si	-4.067	1.361	8.169	0.013	0.016	-0.001
Si	-1.377	4.079	8.167	-0.006	-0.012	0.003
Si	-4.093	6.801	8.165	-0.009	-0.005	-0.006
Si	-1.364	-6.784	8.158	0.017	0.01	-0.002
Si	-4.083	-4.08	8.147	0.006	0.001	-0.004
Si	-1.355	-1.371	8.166	-0.006	0.002	-0.003
Si	-0.003	-0.001	9.527	0.002	-0.004	0.001
Si	2.723	2.724	9.519	-0.002	0.003	-0.003
Si	-0.008	5.443	9.519	0.003	0.008	0.001
Si	2.72	-8.151	9.516	-0.001	-0.002	-0.004
Si	0.001	-5.434	9.518	-0.006	0	-0.002
Si	2.715	-2.72	9.531	0.002	0.004	0
Si	5.438	-0.008	9.518	0.002	0.002	-0.002
Si	-8.159	2.718	9.526	0.006	0.003	-0.002
Si	5.443	5.454	9.525	0.002	-0.007	-0.002
Si	8.157	-8.152	9.533	-0.007	0.002	0
Si	5.441	-5.437	9.524	-0.001	0.006	-0.001
Si	-8.157	-2.727	9.513	-0.001	-0.002	-0.003
Si	-5.437	-0.005	9.515	-0.002	0	-0.006
Si	-2.717	2.716	9.536	-0.002	-0.003	0.002
Si	-5.438	5.441	9.537	0.004	-0.006	0.001
Si	-2.724	-8.154	9.511	0.004	-0.003	-0.006
Si	-5.444	-5.442	9.507	-0.004	-0.004	-0.003
Si	-2.724	-2.726	9.518	0.008	-0.001	0
Si	1.356	-1.358	10.887	0.005	-0.002	0.001
Si	4.08	1.359	10.877	0.006	-0.002	-0.001
Si	1.358	4.082	10.876	-0.005	-0.007	-0.001
Si	4.073	-9.512	10.883	0.006	0.004	-0.001
Si	1.358	-6.797	10.878	-0.002	0.004	-0.002
Si	4.08	-4.076	10.882	-0.007	-0.001	0.002
Si	6.803	-1.366	10.874	0.001	-0.003	0.001
Si	-6.796	1.356	10.878	-0.001	0	-0.001
Si	-9.52	4.084	10.879	-0.007	0.001	0.001
Si	9.519	-9.517	10.886	-0.003	-0.001	0.001
Si	6.795	-6.796	10.89	0.003	-0.005	-0.001
Si	-6.799	-4.083	10.876	0.002	0.007	-0.002
Si	-4.077	-1.362	10.88	0	0.001	0.001
Si	-1.358	1.357	10.893	-0.001	0.013	0.001
Si	-4.077	4.077	10.89	0.006	-0.002	0.002
Si	-1.366	6.807	10.875	-0.004	-0.007	0.002
Si	-4.083	-6.798	10.873	-0.001	-0.004	-0.003
Si	-1.361	-4.08	10.88	0.01	0	0.002
Si	2.717	0.005	12.24	-0.005	0.003	0.003
Si	5.441	2.719	12.235	0.001	0.002	0.003
Si	2.713	5.442	12.24	-0.006	-0.006	0.001
Si	5.43	-8.154	12.248	0.002	0.001	0.007
Si	2.714	-5.433	12.235	0.01	0	0
Si	5.44	-2.714	12.239	0.002	0.002	0.002
Si	8.162	-0.004	12.233	0.001	0.007	0
Si	-5.436	2.712	12.243	0.002	0.006	0.002
Si	-8.163	5.442	12.24	0.004	-0.005	0.005
Si	10.885	-8.159	12.239	0.001	0.001	0
Si	8.163	-5.439	12.241	-0.01	-0.003	0.002
Si	-5.439	-2.723	12.238	-0.003	-0.008	0
Si	-2.72	-0.006	12.248	0	-0.003	0.007
Si	0.004	2.725	12.244	0.005	-0.001	0.003
Si	-2.715	5.441	12.239	0.002	0.002	0.002
Si	-0.005	8.163	12.237	0.002	-0.004	0.001
Si	-2.723	-5.441	12.237	0.004	0.001	-0.002
Si	-0.004	-2.72	12.243	-0.004	0.004	-0.002
Si	1.357	1.361	13.605	-0.002	0.008	0.006
Si	4.078	4.077	13.593	0.008	-0.006	0.003
Si	1.344	6.795	13.601	-0.001	0.002	0.011
Si	4.064	-6.788	13.6	-0.01	0.006	-0.001
Si	1.362	-4.074	13.601	-0.002	-0.007	-0.001
Si	4.078	-1.351	13.598	0.006	0.004	0.005
Si	6.802	1.355	13.593	0.001	-0.001	0.006
Si	-6.799	4.077	13.59	-0.003	-0.001	0.002
Si	6.796	-9.517	13.599	-0.01	0	0.002
Si	9.528	-6.799	13.597	0.007	-0.006	0.001
Si	6.798	-4.079	13.593	0.002	0.001	0.003
Si	9.526	-1.354	13.596	-0.002	-0.002	0
Si	-4.076	1.356	13.61	-0.007	0.008	0.008
Si	-1.352	4.09	13.604	-0.002	0	-0.001
Si	-4.074	6.796	13.595	0.005	-0.009	0
Si	-1.362	9.525	13.6	0.001	-0.004	0.009
Si	-4.081	-4.084	13.6	-0.003	0.007	0.006
Si	-1.362	-1.369	13.609	0.014	-0.005	0.006
Si	0.001	-0.007	14.963	-0.005	-0.002	-0.003
Si	2.718	2.725	14.96	-0.003	-0.005	0.002
Si	-0.009	5.445	14.989	0.002	-0.002	0.005
Si	2.694	8.169	14.946	0.003	0.003	-0.004
Si	-0.004	-5.428	14.958	0.004	0.01	0.006
Si	2.722	-2.712	14.959	0	0.004	0.002
Si	5.431	0.011	14.96	0	0	-0.003
Si	8.173	2.707	14.947	-0.003	0.008	0
Si	5.44	5.433	14.953	0.001	0.001	0.001
Si	8.164	-8.154	14.95	0.003	-0.001	-0.001
Si	5.425	-5.424	14.955	-0.006	-0.003	-0.001
Si	8.161	-2.716	14.94	-0.002	-0.004	-0.002
Si	-5.434	-0.005	14.974	0	-0.006	0.01
Si	-2.705	2.723	14.955	0.009	0.007	-0.005
Si	-5.439	5.433	14.947	0.001	0	0.001
Si	-2.712	8.15	14.956	-0.003	-0.003	0.006
Si	-5.43	-5.449	14.966	0	-0.005	-0.003
Si	-2.726	-2.729	14.968	0	-0.002	0
O	1.139	-7.306	23.009	-0.344	-0.632	-0.041
O	0.021	-2.69	22.22	0.056	0.119	0.426
O	0.881	7.319	-5.738	-0.446	0.101	-0.274
O	-1.804	-3.629	-1.221	0.04	-0.15	-0.261
O	5.115	2.128	25.412	0.288	0.105	-0.003
O	-4.436	3.474	23.085	0.183	0.082	0.379
O	-4.399	6.133	-5.778	0.464	0.3	0.358
O	5.28	5.328	-0.452	-0.157	0.115	-0.446
O	-2.718	-2.787	-3.514	-0.699	-0.074	-0.482
O	-6.72	5.957	-1.27	-0.29	-0.517	-0.44
O	-0.918	6.92	23.023	0.681	0.057	-0.049
O	2.708	-0.317	25.597	0.307	0.353	-0.113
O	-7.575	-2.049	-3.423	0.344	-0.335	-0.283
O	-5.407	-2.767	22.136	-0.006	0.157	0.746
O	5.692	2.673	21.915	0.061	0.006	-0.039
O	-4.759	-7.233	25.714	-0.049	0.371	-0.213
O	-5.398	-5.394	-0.533	0.13	-0.129	-0.52
O	4.472	-4.144	-1.471	0.173	-0.06	-0.301
O	4.571	6.292	-4.245	-0.514	0.144	0.122
O	-5.669	5.223	-3.623	-0.284	-0.318	-0.097
O	7.204	0.636	26.194	0.221	0.228	-0.679
O	-2.696	2.819	-0.456	-0.252	0.03	-0.544
O	-8.154	8.067	-0.497	-0.097	0.164	-0.134
O	2.772	-5.416	22.172	-0.19	0.188	0.296
O	-1.774	6.57	-1.335	-0.434	0.097	-0.012
O	0.045	-5.577	-6.311	-0.325	-0.33	-0.56
O	0.063	0.385	-3.344	-0.211	-0.376	-0.529
O	4.13	2.19	-1.147	0.088	0.308	-0.054
O	-4.218	-6.357	23.193	0.128	0.711	0.061
O	6.233	6.358	23.978	-0.039	0.417	0.11
O	-5.693	2.905	25.335	-0.37	-0.175	0.193
O	2.825	5.794	-6.457	-0.128	-0.008	0.785
O	0.167	5.399	-0.25	0.085	0.046	-0.406
O	6.399	-1.724	23.132	-0.092	0.336	0.341
O	1.543	-7.374	-1.244	-0.163	-0.274	-0.151
O	7.512	-1.47	-1.173	0.242	0.167	-0.276
O	3.813	6.593	23.152	-0.615	-0.02	0.216
O	-2.138	-0.385	25.039	-0.032	-0.531	0.559
O	-4.103	4.888	25.954	-0.119	0.33	-0.331
O	6.073	1.812	-3.374	-0.016	-0.023	0.412
O	-0.695	1.178	-1.046	0.434	0.357	-0.069
O	3.986	-1.385	-5.939	0.193	-0.345	-0.503
O	-6.493	4.463	-6.008	-0.205	-0.156	0.216
O	3.312	6.933	-1.214	-0.457	-0.347	-0.192
O	-4.31	-6.989	-3.914	-0.407	0.446	0.11
O	6.981	-0.388	-4.536	-0.039	-0.351	-0.328
O	5.155	-2.622	25.278	0.061	0.422	0.232
O	-4.324	-5.128	-5.728	0	0.301	0.409
O	-1.642	-1.069	-1.864	-0.316	0.38	0.01
O	-7.207	-1.145	-5.86	0.033	0.127	-0.13
O	6.462	-6.472	-1.361	0.06	0.322	-0.262
O	-8.147	5.343	25.273	-0.012	-0.496	0.137
O	0.115	2.793	22.008	-0.011	-0.081	0.058
O	-3.93	-2.033	-1.249	-0.339	-0.287	-0.339
O	-0.034	6.686	-3.359	0.243	-0.262	0.156
O	-0.9	1.663	26.036	0.033	-0.27	0.499
O	6.789	-3.532	-2.545	0.215	-0.402	0.048
O	7.399	-6.47	22.978	-0.027	-0.403	0.362
O	2.258	-1.687	-4.072	-0.291	0.059	0.368
O	-1.991	-4.091	23.131	-0.502	0.151	0.08
O	5.448	-8.011	22.081	0.037	0.066	0.035
O	-3.532	-1.181	-6.258	-0.303	-0.101	0.599
O	-2.847	-5.52	25.215	-0.247	0.308	0.696
O	-4.764	7.232	-2.244	0.047	0.163	0.286
O	4.549	-0.36	-3.582	-0.218	0.141	0.621
O	3.744	1.752	23.22	-0.311	-0.366	0.226
O	-2.209	-6.711	-5.572	0.215	-0.434	-0.446
O	3.744	3.978	-3.115	-0.166	0.22	0.002
O	-2.64	2.363	-3.634	-0.096	-0.227	0.411
O	7.409	4.931	-6.719	-0.478	-0.48	0.507
O	6.277	4.387	-3.712	0.564	0.214	-0.362
O	4.552	-2.982	-3.877	-0.179	-0.104	-0.427
O	6.886	3.435	-1.343	0.227	-0.369	0.04
O	-7.752	-5.732	25.248	0.255	-0.49	-0.233
O	5.066	0.968	-5.762	-0.128	0.762	-0.267
O	-1.197	3.352	-5.636	0.218	0.329	-0.311
O	-0.179	-8.132	25.153	0.385	0.05	0.456
O	-4.504	-1.304	25.365	-0.032	-0.553	-0.276
O	4.529	-3.588	22.929	-0.012	0.066	-0.031
O	5.992	-7.988	-3.471	0.451	-0.065	0.363
O	4.374	-7.63	-5.509	-0.034	0.141	0.49
O	8.133	0.028	22.216	-0.081	0.127	0.567
O	-4.4	4.713	-1.326	0.093	-0.014	-0.337
O	-1.534	1.417	23.334	-0.375	-0.042	0.259
O	-1.807	-3.128	-6.03	0.182	-0.316	-0.305
O	-2.782	5.337	22.178	0.068	-0.246	0.144
O	2.653	-5.678	-6.097	0.143	0.108	0.512
O	-7.192	-3.59	-1.321	0.381	0.036	-0.168
O	-4.231	3.628	-5.134	0.152	-0.128	-0.26
O	-5.462	-0.102	-0.372	0.143	0.155	-0.364
O	0.06	3.775	24.944	-0.102	0.106	-0.215
O	1.054	-2.317	25.34	0.245	-0.089	-0.387
O	-5.608	8.094	22.147	0.192	0.164	0.473
O	2.076	-1.283	23.126	0.504	0.135	0.084
O	5.381	-5.434	-3.532	0.113	-0.018	-0.731
O	0.907	-0.925	-1.235	0.278	-0.192	-0.247
O	1.417	-3.307	-6.023	0.22	0.066	-0.208
O	1.377	1.724	-5.11	0.237	0.124	-0.155
O	2.63	3.222	25.102	-0.048	-0.213	0.585
O	-6.461	1.801	23.061	-0.301	0.233	0.44
O	2.097	3.875	-1.069	0.009	0.05	-0.307
O	-1.166	-4.806	-4.108	0.14	-0.034	0.593
O	-3.477	-7.046	-1.431	0.527	0.264	0.066
O	6.546	7.225	-5.751	0.622	0.35	0.055
O	4.264	6.059	25.766	0.354	-0.015	0.378
O	3.303	-4.411	25.824	0.194	-0.044	-0.739
O	-7.097	-4.554	23.024	0.23	-0.166	0.269
O	-1.756	6.058	25.36	0.243	-0.432	-0.316
O	1.704	4.567	23.005	0.281	0.375	0.04
O	-3.529	-1.084	22.923	0.403	0.344	-0.06
O	-1.937	4.935	-3.522	-0.126	-0.197	-0.268
O	-7.137	1.572	-1.344	-0.505	0.22	0
O	-6.635	7.305	26.114	-0.121	0.055	-0.488
O	-4.412	1.024	-5.215	-0.558	-0.25	0.094
O	3.987	-7.037	-2.039	0.058	0.559	0.119
O	-5.266	2.271	-3.085	0.154	0.095	0.624
O	-4.46	-7.681	-6.461	-0.242	0.125	-0.163
O	-2.171	1.064	-6.496	0.168	-0.244	-0.012
O	1.732	5.727	25.365	-0.399	0.453	-0.161
O	-1.24	-3.529	25.664	-0.379	0.434	0.278
O	4.683	4.222	23.916	0.053	-0.021	-0.176
O	-6.984	0.464	-3.782	0.468	-0.01	-0.409
O	0.767	-0.713	-6.078	-0.339	-0.129	-0.122
O	-0.208	-2.341	-4.181	0.001	0.376	0.378
O	0.025	-7.116	-4.159	0.045	0.118	0.097
O	4.537	4.09	-5.67	-0.14	-0.806	-0.156
O	-2.697	-8.051	24.379	0.004	-0.364	-0.067
O	-2.511	7.585	-3.472	0.02	0.238	-0.431
O	2.686	-2.631	-0.423	0.02	0.088	-0.449
O	-6.135	-3.435	-6.635	-0.043	-0.089	0.603
O	-0.355	-5.628	24.329	0.343	0.1	-0.52
O	2.242	7.89	-3.493	0.427	-0.016	-0.402
O	-0.104	3.044	-3.316	0.191	0.346	0.381
O	-0.046	-5.437	-0.438	0.073	0.08	-0.56
O	6.845	-4.154	24.05	0.092	-0.144	-0.019
O	1.847	-6.483	25.395	0.404	-0.278	0.015
O	2.155	1.861	-2.684	0.119	-0.248	-0.129
O	-4.21	1.079	24.237	0.131	0.087	-0.05
O	-7.856	2.923	-3.393	0.146	0.323	-0.208
O	0.405	0.101	24.442	0.124	0.123	-0.271
O	-7.575	6.602	23.018	-0.077	0.16	0.24
O	2.707	0.727	-7.071	-0.124	0.533	-0.499
O	7.507	4.316	22.922	0.507	-0.513	0.138
O	5.53	0.099	-0.391	0.166	0.035	-0.101

Results
total energy: -101658.563 eV
total energy less fixed offsets of O -438.25, Si -107.07 eV per atom: -5.363 eV
